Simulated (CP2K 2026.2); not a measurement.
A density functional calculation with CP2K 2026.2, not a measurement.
Periodic cell of 534 atoms, Si358O176, from a study of silicon, its oxide and their interface. The atomic structure is a simulated model.
Doubt: the forces sum to 3.77 eV/angstrom along one axis rather than to zero, so they err by at least 0.0071 eV/angstrom per atom on average; the grid cutoff is modest.

Settings: functional PBE; method Gaussian and plane waves; basis set DZVP-MOLOPT-SR-GTH; pseudopotentials GTH-PBE; grid cutoff 350 Ry, relative cutoff 50 Ry; k points Gamma only; occupations fixed; spin none; net charge 0.

Cell vectors (angstrom)
a 16.4025 0 0
b 0 16.4025 0
c 0 0 35.6586

Atoms and the computed forces on them: element, x, y, z (angstrom), force x, y, z (eV/angstrom)
Si 15.901 0.736 35.563 -0.151 0.071 0.019
Si 3.087 2.487 35.564 -0.004 0.08 -0.085
Si 16.017 5.813 0.15 0.217 0.015 -0.229
Si 2.62 8.388 0.387 0.086 -0.141 -0.266
Si 0.676 10.726 35.314 0.304 -0.046 0.392
Si 2.872 13.828 35.474 -0.047 -0.123 0.354
Si 5.225 0.097 0.207 0.06 -0.013 0.101
Si 7.892 2.671 35.274 0.054 -0.022 0.234
Si 4.797 6.185 0.056 -0.062 0.071 0.044
Si 7.903 8.604 0.426 -0.007 -0.097 -0.398
Si 5.676 10.76 0.205 0.189 -0.085 -0.107
Si 8.503 13.189 0.335 0.005 -0.079 -0.263
Si 10.999 15.995 0.118 -0.137 0.019 0.088
Si 13.595 2.716 0.301 0.089 -0.11 -0.203
Si 11.337 4.799 35.232 -0.038 -0.035 -0.002
Si 13.682 8.088 0.194 0.061 0.008 0.022
Si 10.6 10.995 0.494 0.021 0.009 -0.347
Si 13.348 13.977 35.46 0.023 0.019 -0.329
Si 1.288 1.539 1.27 0.177 -0.104 -0.155
Si 4.02 4.228 1.289 0.011 0.017 -0.195
Si 1.284 6.852 1.498 -0.277 0.018 -0.132
Si 4.065 9.711 1.606 0.056 0.074 -0.284
Si 1.484 12.363 1.212 0.092 0.028 -0.322
Si 4.059 14.987 1.498 0.037 0.002 -0.145
Si 6.847 1.35 1.319 -0.005 -0.019 -0.126
Si 9.528 3.932 0.972 -0.109 -0.024 -0.057
Si 6.693 6.86 1.399 -0.082 0.198 -0.191
Si 9.381 9.646 1.894 -0.114 -0.004 -0.013
Si 6.831 12.221 1.652 -0.007 -0.03 -0.328
Si 9.603 14.853 1.588 -0.015 0.029 -0.267
Si 12.155 1.266 1.423 -0.021 -0.154 -0.247
Si 15.001 4.124 1.492 -0.049 0.216 -0.124
Si 12.086 6.721 1.237 0.057 -0.126 -0.215
Si 15.108 9.764 1.137 0.016 -0.118 -0.274
Si 12.345 12.339 1.322 -0.152 0.079 -0.194
Si 14.951 15.193 1.128 0.071 0.039 -0.176
Si 0.017 2.81 2.794 0.091 -0.04 0.099
Si 2.597 0.025 2.684 -0.102 0.034 0.005
Si 16.304 8.323 2.697 -0.072 -0.049 0.259
Si 2.639 5.439 2.791 0.061 -0.08 0.058
Si 16.362 13.73 2.514 -0.045 0.009 -0.125
Si 2.695 11.096 2.841 -0.042 0.075 0.11
Si 5.454 2.801 2.655 -0.025 -0.016 -0.018
Si 8.18 16.357 2.742 -0.067 0.055 -0.045
Si 5.41 8.219 2.871 0.142 0.095 0.13
Si 8.182 5.374 2.548 0.003 -0.008 -0.184
Si 5.441 13.671 2.861 0.01 0.046 0.058
Si 8.062 10.976 3.179 -0.079 -0.087 0.208
Si 10.768 2.688 2.651 -0.016 0.054 0.064
Si 13.626 16.373 2.735 -0.023 -0.098 0.001
Si 10.848 8.095 2.794 0.147 -0.152 -0.039
Si 13.53 5.487 2.725 -0.045 0.148 0.236
Si 11.007 13.573 2.889 0.056 -0.031 0.112
Si 13.736 11.003 2.65 0.089 -0.155 -0.04
Si 1.331 4.114 4.208 -0.041 0.071 0.037
Si 4.043 1.394 4.034 0.018 0.039 -0.195
Si 1.321 9.619 4.122 -0.126 0.024 -0.141
Si 4.018 6.814 4.154 0.097 -0.027 -0.024
Si 1.259 15.039 4.048 0.118 0.049 -0.039
Si 4.073 12.355 4.248 -0.082 -0.021 -0.075
Si 6.833 4.105 4.055 0.029 -0.205 -0.002
Si 9.504 1.334 4.115 0.008 0.073 0.01
Si 6.719 9.506 4.359 -0.074 0.023 -0.071
Si 9.469 6.718 4.088 0.055 0.032 -0.018
Si 6.812 15.056 4.166 -0.024 0.001 -0.029
Si 9.588 12.318 4.312 0.004 -0.025 -0.015
Si 12.189 4.044 4.062 -0.004 0.126 -0.153
Si 15.007 1.375 4.073 0.03 -0.097 -0.006
Si 12.323 9.55 4.024 0.041 -0.056 -0.123
Si 14.941 6.888 4.088 -0.056 0.095 -0.228
Si 12.325 15.019 4.187 0.03 -0.024 -0.038
Si 15.059 12.368 4.034 -0.038 0.015 -0.014
Si 16.374 16.378 10.958 0.013 0.003 -0.006
Si 2.707 2.699 10.943 0.042 -0.017 -0.01
Si 16.366 5.419 10.931 0.024 0.003 -0.006
Si 2.71 8.155 10.946 0.01 -0.009 -0.005
Si 16.364 10.889 10.984 0.015 -0.017 0.017
Si 2.715 13.636 10.972 -0.002 -0.004 -0.007
Si 5.451 16.368 10.971 0.015 -0.014 -0.006
Si 8.2 2.687 10.984 0.02 -0.009 0.007
Si 5.459 5.43 10.969 -0.015 -0.003 0.013
Si 8.201 8.155 10.966 0.013 -0.027 -0.006
Si 5.462 10.897 10.95 0.013 -0.009 0.013
Si 8.188 13.619 10.943 -0.009 -0.018 -0.009
Si 10.916 16.351 10.965 -0.005 -0.043 0.007
Si 13.644 2.697 10.955 0.009 -0.001 -0.008
Si 10.922 5.414 10.984 -0.007 -0.002 0.011
Si 13.643 8.14 10.961 0.022 -0.009 -0.006
Si 10.907 10.878 10.966 0.002 0.045 0.005
Si 13.63 13.62 10.975 0.029 0.023 -0.001
Si 1.358 1.328 12.32 -0.041 -0.015 0.013
Si 4.092 4.044 12.307 -0.03 -0.006 -0.001
Si 1.344 6.772 12.291 0.012 0.046 -0.017
Si 4.106 9.502 12.304 -0.03 0.014 -0.013
Si 1.353 12.253 12.325 0.021 0.012 -0.01
Si 4.096 14.989 12.336 0.002 -0.005 0.021
Si 6.845 1.304 12.336 -0.018 0.019 0.003
Si 9.574 4.035 12.36 -0.025 0.012 0.006
Si 6.855 6.779 12.336 -0.005 0.042 -0.02
Si 9.566 9.505 12.358 -0.047 -0.019 0.013
Si 6.843 12.247 12.328 0.026 0.035 0.011
Si 9.558 14.961 12.325 0.002 0.029 -0.015
Si 12.287 1.319 12.326 0.008 0.01 -0.016
Si 15.015 4.054 12.324 0.016 0.005 0.012
Si 12.3 6.772 12.348 0.009 0.018 0.012
Si 15.001 9.496 12.335 -0.014 0.007 0.014
Si 12.264 12.239 12.342 -0.031 -0.067 -0.001
Si 15.006 14.997 12.312 -0.017 -0.034 -0.025
Si 16.394 2.69 13.683 0.02 -0.016 -0.018
Si 2.728 16.363 13.694 0.034 -0.006 0.02
Si 16.377 8.106 13.674 0.031 -0.041 0.005
Si 2.719 5.412 13.649 -0.001 0.023 -0.001
Si 16.379 13.631 13.662 0.001 0.056 0.014
Si 2.723 10.853 13.658 0.026 -0.016 0.018
Si 5.479 2.689 13.67 0.008 -0.032 -0.018
Si 8.211 16.325 13.699 0.007 -0.059 -0.01
Si 5.494 8.156 13.683 0.019 -0.044 0.036
Si 8.221 5.414 13.721 0.014 0.001 0.005
Si 5.475 13.614 13.692 -0.035 -0.013 -0.013
Si 8.197 10.877 13.726 0.005 0.008 -0.003
Si 10.937 2.659 13.732 0.021 -0.021 0.015
Si 13.642 16.346 13.688 0.031 -0.025 -0.005
Si 10.953 8.14 13.728 0.011 -0.003 -0.017
Si 13.655 5.396 13.725 -0.02 0.042 0.003
Si 10.895 13.592 13.723 -0.019 0.037 0.005
Si 13.619 10.849 13.697 0.033 0.044 -0.02
Si 1.361 4.068 15.034 0.031 -0.001 0.048
Si 4.128 1.329 15.037 -0.006 0.005 0.042
Si 1.358 9.466 15.006 0.023 0.028 0.035
Si 4.14 6.734 14.989 -0.064 0.047 0.004
Si 1.343 14.987 15.042 -0.07 -0.136 -0.029
Si 4.105 12.205 15.014 0.044 0.086 -0.006
Si 6.844 4.031 15.059 -0.021 -0.012 0.04
Si 9.583 1.255 15.088 -0.022 0.024 0.053
Si 6.825 9.523 15.105 -0.019 0.006 0.039
Si 9.626 6.747 15.095 -0.017 0.003 0.018
Si 6.848 14.967 15.073 0.071 0.045 0.048
Si 9.564 12.21 15.136 -0.034 -0.06 0.119
Si 12.31 4.015 15.114 0.024 -0.011 0.037
Si 15.041 1.295 15.033 -0.041 0.02 0.024
Si 12.306 9.488 15.138 -0.01 -0.042 0.12
Si 15.039 6.748 15.09 0.017 0.038 0.06
Si 12.267 14.981 15.054 0.029 0.018 0.031
Si 15.004 12.244 14.987 -0.094 -0.086 0.003
Si 0.02 16.385 16.423 -0.022 0.04 0.132
Si 2.797 2.759 16.367 -0.096 -0.006 0.056
Si 16.376 5.345 16.47 -0.03 0.02 -0.005
Si 2.763 8.074 16.321 0.011 -0.121 0.005
Si 16.336 10.83 16.308 -0.064 0.011 -0.03
Si 2.697 13.538 16.328 0.024 -0.042 -0.029
Si 5.5 16.373 16.412 -0.017 -0.052 0.027
Si 8.204 2.639 16.413 0.028 -0.053 0.015
Si 5.476 5.397 16.419 0.026 -0.04 0.04
Si 8.28 8.164 16.405 0.042 0.016 -0.016
Si 5.399 10.869 16.485 -0.033 -0.116 0.081
Si 8.127 13.545 16.489 -0.038 0.044 0.003
Si 10.921 16.285 16.505 0.022 -0.075 0.073
Si 13.691 2.607 16.447 -0.003 -0.03 0.01
Si 10.958 5.362 16.525 0 0.007 0.106
Si 13.705 8.105 16.503 -0.017 -0.024 -0.08
Si 10.975 10.872 16.556 -0.036 0.053 0.064
Si 13.662 13.611 16.36 0.066 -0.026 0.045
Si 1.448 1.42 17.722 0.004 0.052 -0.235
Si 4.119 4.065 17.857 -0.001 -0.003 0.07
Si 1.398 6.753 17.716 -0.045 0.067 0.006
Si 4.014 9.414 17.796 -0.063 0.206 0.035
Si 1.335 12.104 17.655 0.139 -0.167 -0.017
Si 4.049 14.955 17.612 0.058 -0.061 -0.237
Si 6.856 1.34 17.849 -0.075 0.027 0.086
Si 9.539 3.942 17.849 -0.005 0.022 -0.071
Si 6.92 6.769 17.684 -0.033 0.006 -0.082
Si 9.598 9.449 17.909 -0.036 -0.011 0.082
Si 6.711 12.233 17.932 -0.068 0.163 -0.082
Si 9.544 14.844 17.856 0.105 -0.047 -0.052
Si 12.341 1.26 17.851 0.069 -0.047 -0.053
Si 15.093 3.877 17.869 -0.007 -0.006 0.049
Si 12.442 6.657 17.896 -0.019 -0.037 -0.092
Si 15.093 9.509 17.828 -0.04 -0.014 0.02
Si 12.42 12.297 17.876 0.035 0.013 -0.042
Si 15.029 14.956 17.72 -0.161 -0.003 -0.129
Si 0.208 2.654 19.284 0.002 0.018 0.293
Si 2.873 0.045 18.91 0.039 -0.08 0.389
Si 0.314 8.322 19.09 -0.061 -0.133 -0.024
Si 2.74 5.494 19.205 0.13 0.034 0.142
Si 0.132 13.634 18.927 0.005 -0.041 0.339
Si 2.088 10.246 19 0.096 -0.123 -0.029
Si 5.507 2.751 19.305 -0.033 0.045 0.225
Si 8.153 16.223 19.149 -0.062 -0.038 0.296
Si 5.574 8.113 19.024 -0.118 0.065 0.034
Si 8.161 5.405 19.12 0.003 -0.038 0.173
Si 5.09 13.602 19.17 0.16 -0.145 0.251
Si 8.144 10.871 19.268 0.257 -0.134 0.165
Si 10.921 2.564 19.231 0.001 -0.06 0.128
Si 13.72 16.26 19.203 -0.052 -0.024 0.154
Si 11.156 8.092 19.243 -0.064 0.068 0.195
Si 13.78 5.191 19.308 0.003 0.087 0.064
Si 10.974 13.538 19.303 -0.05 -0.003 0.114
Si 13.923 11.038 19.256 0.16 0.07 0.291
Si 1.433 4.26 20.748 0.067 -0.222 -0.142
Si 4.389 0.992 20.473 0.05 0.166 0.046
Si 2.086 11.285 21.104 -0.246 0.308 -0.366
Si 4.256 6.851 20.436 0.15 0.007 -0.003
Si 1.436 15.145 20.156 -0.135 0.405 0.255
Si 3.557 13.242 21.146 -0.128 -0.005 0.328
Si 6.434 4.597 20.611 0.122 -0.232 0.051
Si 9.691 0.977 20.521 -0.069 -0.129 0.043
Si 6.462 9.705 20.511 0.245 0.132 0.239
Si 9.864 6.443 20.355 -0.015 0.189 -0.1
Si 6.441 15.071 20.366 0.159 0.242 0.159
Si 9.955 11.759 20.59 -0.214 0.096 -0.14
Si 12.002 4.05 20.755 -0.003 -0.218 0.243
Si 15.55 0.841 20.388 0.118 -0.118 0.175
Si 12.448 9.735 20.522 -0.166 -0.034 -0.087
Si 15.564 6.405 20.427 0.158 0.185 0.094
Si 12.029 15.229 20.634 0.062 0.046 0.166
Si 15.586 12.392 20.657 -0.181 0.177 -0.529
Si 0.53 2.269 24.742 -0.02 0.188 0.109
Si 4.552 1.892 25.561 0.033 -0.18 0.272
Si 16.121 6.676 26.95 0.048 -0.065 0.126
Si 2.025 9.869 25.963 0.036 -0.052 0.144
Si 4.018 9.469 22.103 0.057 -0.26 0.003
Si 6.161 13.462 22.878 0.166 0.09 0.073
Si 2.877 2.388 22.935 -0.011 -0.053 -0.023
Si 7.359 4.487 23.67 -0.174 0.052 0.156
Si 10.525 8.203 26.822 -0.164 -0.02 0.178
Si 6.397 10.281 23.393 0.216 -0.173 0.235
Si 8.179 15.04 24.482 0.121 0.055 0.095
Si 8.847 1.687 23.384 -0.041 -0.165 0.283
Si 12.118 6.897 24.394 -0.177 -0.146 0.231
Si 11.939 2.403 23.624 0.013 -0.031 0.028
Si 14.303 8.183 22.607 0.094 0.111 0.018
Si 12.497 12.251 24.602 -0.064 -0.144 0.098
Si 14.033 14.238 22.853 -0.033 0.045 0.083
Si 1.707 5.345 25.205 0.047 -0.019 0.189
Si 15.928 9.552 27.845 -0.078 -0.068 -0.049
Si 4.301 10.619 30.649 -0.084 -0.287 -0.169
Si 7.392 15.401 27.466 0.06 0.038 -0.088
Si 1.993 14.68 27.985 0.053 -0.035 -0.061
Si 3.426 12.579 26.434 0.038 -0.092 0.057
Si 7.085 1.565 29.301 -0.095 -0.043 -0.059
Si 9.374 6.903 23.219 -0.112 0.08 0.309
Si 8.55 12.772 28.536 -0.004 -0.031 0.109
Si 12.027 14.995 29.103 0.023 0.05 -0.218
Si 11.407 13.028 27.221 -0.012 0.116 0.097
Si 8.764 9.616 24.878 0.107 -0.023 0.234
Si 3.009 2.064 28.341 0.053 0.155 -0.07
Si 9.464 5.135 27.343 -0.079 0.111 0.137
Si 0.393 7.84 24.331 -0.014 -0.144 0.239
Si 9.813 12.375 23.531 -0.007 0.008 0.269
Si 14.533 0.867 23.281 0.016 0 0.3
Si 3.614 2.934 32.528 -0.041 -0.109 -0.25
Si 6.052 4.593 33.5 0.103 0.04 -0.236
Si 13.66 5.746 31.18 0.027 -0.048 -0.058
Si 1.346 9.924 30.231 0.148 -0.199 -0.188
Si 4.435 15.295 26.33 -0.021 0.12 -0.069
Si 4.928 5.645 25.658 -0.081 0.152 0.15
Si 4.517 0.588 30.711 -0.007 -0.135 -0.112
Si 10.628 12.992 30.769 -0.097 0.035 0.099
Si 4.605 8.388 27.221 0.022 -0.073 0.081
Si 6.486 3.668 27.096 0.118 0.022 0.189
Si 5.84 11.134 28.03 -0.085 -0.088 0.07
Si 11.287 10.086 31.791 -0.052 -0.06 -0.213
Si 1.656 3.901 30.175 -0.088 0.112 -0.147
Si 14.001 4.743 28.355 0.075 0.143 0.067
Si 0.486 0.648 27.526 -0.033 0.038 -0.055
Si 12.064 4.405 25.937 -0.032 0.029 0.174
Si 13.626 8.335 32.746 0.041 0.056 -0.367
Si 12.835 10.394 27.019 0.007 -0.074 -0.022
Si 1.877 6.832 30.877 0.085 0.043 -0.106
Si 8.913 0.403 33.388 0.236 -0.009 -0.097
Si 4.72 7.591 30.307 0.001 0.113 -0.055
Si 7.444 6.148 31.242 -0.014 0.205 -0.089
Si 2.352 14.731 31.13 0.242 -0.015 -0.258
Si 4.815 12.413 33.304 -0.043 -0.266 -0.018
Si 9.1 3.78 30.059 -0.086 0.128 0.003
Si 13.821 16.239 30.997 -0.238 0.177 -0.172
Si 10.136 7.533 31.613 -0.222 0.081 -0.359
Si 11.096 4.755 32.031 0.216 0.045 -0.431
Si 6.747 14.685 33.738 0.031 -0.037 0.275
Si 10.139 8.981 34.072 -0.12 0.048 -0.181
Si 15.043 13.921 32.866 -0.234 0.153 -0.378
Si 15.381 2.166 29.636 0.1 0.001 0.07
Si 10.856 15.876 31.38 0.04 -0.101 -0.049
Si 16.028 6.555 32.797 0.037 -0.021 -0.254
Si 1.018 15.579 33.663 0.275 0.019 -0.167
Si 0.789 12.111 32.34 0.166 -0.059 -0.448
O 1.586 15.769 32.139 -0.104 0.263 0.244
O 4.029 1.333 29.352 0.002 0.133 -0.127
O 3.501 6.731 30.977 -0.012 0.123 0.334
O 4.187 1.263 35.321 -0.165 0.329 -0.035
O 16.197 5.674 34.164 0.201 -0.311 0.345
O 3.701 7.384 35.259 0.206 -0.338 0.395
O 6.102 6.806 30.616 0.005 0.036 0.157
O 2.863 2.971 33.983 -0.163 0.204 0.393
O 0.755 11.671 33.935 0.037 0.033 0.219
O 1.704 9.397 35.047 -0.239 0.31 0.198
O 3.589 13.055 34.192 -0.152 0.303 -0.155
O 2.139 15.144 34.772 -0.218 -0.103 0.005
O 7.737 15.741 32.981 -0.009 -0.141 -0.008
O 5.69 15.624 34.544 -0.002 0.13 -0.115
O 9.907 16.357 34.599 0.076 -0.038 0.021
O 8.327 1.845 33.883 -0.138 0.284 0.246
O 5.167 5.747 34.193 0.04 -0.185 -0.318
O 9.867 4.289 28.693 0.161 -0.173 0.063
O 10.167 3.619 31.302 0.002 -0.201 0.227
O 8.789 8.351 34.701 0.042 0.185 0.032
O 6.678 9.515 35.475 -0.122 -0.11 0.428
O 5.489 11.356 34.333 -0.302 0.093 0.303
O 9.561 12.047 35.33 0.067 0.089 0.335
O 7.711 13.813 34.703 -0.219 0.233 -0.148
O 12.129 15.033 35.032 0.116 0.071 0.568
O 16.297 14.414 33.778 0.197 0.04 0.566
O 14.633 1.253 30.8 -0.156 0.111 0.202
O 14.656 1.767 35.065 0.312 -0.173 0.345
O 10.793 4.889 33.634 -0.239 -0.112 0.608
O 12.626 3.72 35.039 -0.199 0.45 0.218
O 13.171 8.236 34.288 -0.193 -0.104 0.38
O 15.269 8.044 32.814 0.16 -0.001 0.273
O 11.088 9.668 35.216 0.364 0.107 0.233
O 12.86 9.701 32.19 0.116 0.069 0.236
O 13.876 13.477 33.925 -0.132 0.044 0.313
O 14.663 15.142 31.848 0.346 -0.301 0.391
O 0.966 3.864 24.981 -0.144 -0.146 0.155
O 2.317 3.723 22.098 -0.318 0.334 -0.242
O 3.547 1.425 21.822 -0.041 0.079 -0.019
O 3.981 2.567 24.167 0.076 0.116 -0.183
O 0.09 10.234 29.227 -0.118 0.335 0.176
O 2.559 10.174 22.231 0.092 -0.165 0.223
O 5.245 5.677 21.071 0.146 -0.229 -0.456
O 3.839 7.878 21.704 -0.022 -0.076 -0.041
O 2.408 14.465 21.331 0.187 -0.467 -0.479
O 0.3 16.125 20.915 -0.203 0.201 -0.457
O 6.527 11.908 23.257 -0.117 0.011 -0.102
O 4.57 13.453 22.475 -0.364 -0.074 -0.187
O 8.478 5.682 23.858 0.001 0.072 0.027
O 7.018 4.231 22.101 -0.089 -0.1 -0.188
O 8.807 1.696 21.741 -0.096 0.228 -0.226
O 8.004 2.974 24.033 0.199 0.127 0.012
O 7.143 9.806 24.771 -0.162 0.19 -0.342
O 7.089 9.55 22.07 -0.053 0.188 -0.033
O 10.827 5.205 20.92 0.161 0.249 -0.035
O 9.037 7.08 21.641 0.113 0.136 0.018
O 6.989 14.078 21.594 0.288 0.238 -0.401
O 5.525 16.312 21.057 0.153 -0.049 -0.687
O 9.267 13.852 24.067 0.03 -0.117 -0.298
O 9.261 12.258 22 -0.191 -0.039 -0.097
O 12.166 3.38 22.303 -0.044 0.318 -0.504
O 12.305 3.069 25.069 0.025 0.02 0.185
O 1.562 1.691 23.616 -0.05 -0.011 -0.337
O 14.87 1.383 21.779 -0.05 0.024 -0.319
O 13.486 9.36 21.798 0.037 0.075 0.102
O 11.089 10.593 21.009 0.159 0.216 -0.021
O 0.253 5.365 21.203 -0.148 0.379 -0.077
O 14.525 6.937 21.593 -0.184 -0.331 -0.229
O 12.66 14.663 22.062 -0.206 0.159 -0.014
O 10.842 16.314 21.148 0.158 0.133 -0.747
O 0.462 11.618 21.4 0.043 -0.147 -0.108
O 14.964 13.449 21.762 -0.07 -0.201 -0.105
O 3.564 2.232 26.827 0.142 -0.036 -0.003
O 15.417 1.879 24.246 -0.208 -0.054 -0.205
O 1.193 6.411 24.04 0.019 0.023 -0.285
O 16.063 7.911 28.026 0.002 0.019 -0.103
O 15.744 7.443 25.545 -0.335 -0.028 -0.279
O 1.181 5.958 26.655 0.146 0.233 0.226
O 2.837 10.55 29.878 -0.029 0.127 -0.243
O 0.597 10.103 26.735 0.043 -0.051 0.12
O 2.715 11.334 25.616 0.248 0.227 -0.054
O 1.56 8.945 24.689 -0.076 0.086 -0.381
O 4.856 9.718 23.496 -0.081 0.206 0.061
O 8.277 15.289 26.099 0.178 0.045 -0.127
O 6.034 2.531 25.942 0.134 0.049 0.036
O 4.565 0.244 25.395 -0.08 0.038 -0.229
O 6.028 5.099 24.514 0.116 -0.031 -0.248
O 7.988 4.976 30.25 -0.044 -0.107 -0.001
O 10.825 15.941 29.722 0.148 0.068 0.106
O 9.131 8.351 23.915 0.163 0.022 0.009
O 11.577 13.108 25.62 -0.066 -0.003 -0.041
O 7.4 11.683 28.063 0.178 0.085 0.071
O 6.676 14.439 24.115 -0.474 -0.195 0.025
O 5.712 9.605 27.417 0.183 -0.036 -0.245
O 8.385 0.156 23.847 -0.237 0.225 0.14
O 10.415 1.867 23.779 0.237 0.272 -0.082
O 12.95 1.129 23.54 -0.035 -0.208 -0.251
O 12.78 5.585 25.075 0.208 0.058 -0.089
O 11.328 7.713 25.527 0.323 -0.235 -0.168
O 7.93 4.531 26.951 0.184 -0.082 -0.268
O 15.828 8.493 23.173 -0.202 0.041 -0.277
O 13.334 7.778 23.829 -0.045 0.016 0.293
O 11.44 12.139 23.355 0.2 -0.106 -0.312
O 10.472 14.293 31.801 0.115 0.005 -0.133
O 14.735 15.627 23.434 0.066 -0.043 -0.185
O 13.758 13.149 24.066 0.095 0.161 -0.36
O 5.061 3.709 32.556 -0.013 -0.07 0.186
O 1.325 5.512 30.053 -0.088 -0.035 -0.127
O 3.139 9.021 26.827 -0.044 0.118 0.233
O 5.026 7.251 26.091 0.239 0.092 -0.342
O 4.745 9.079 31.004 0.087 -0.041 0.028
O 3.312 15.534 27.501 0.106 0.215 -0.108
O 4.892 10.286 20.93 0.178 -0.024 -0.037
O 7.891 14.26 28.51 -0.201 0.117 0.324
O 4.797 12.062 27.174 -0.139 -0.072 0.124
O 3.948 13.902 25.562 -0.15 0.084 -0.257
O 5.842 15.093 27.105 -0.199 0.062 0.16
O 2.254 13.146 27.457 -0.222 0.085 0.21
O 7.548 0.456 28.184 -0.096 -0.067 -0.103
O 6.162 0.775 30.45 -0.131 -0.053 0.316
O 6.38 2.835 28.504 0.098 -0.074 0.179
O 10.972 6.529 23.296 0.114 -0.138 0.052
O 9.275 9.192 26.382 0.016 0.131 0.063
O 9.813 6.815 27.513 0.035 0.051 -0.021
O 10.654 7.715 33.168 0.315 -0.222 0.354
O 13.096 7.177 31.731 -0.281 0.022 -0.161
O 9.835 12.7 27.528 -0.002 0.123 0.041
O 11.305 11.612 31.277 -0.075 0.039 -0.219
O 11.821 13.516 29.781 -0.003 -0.289 -0.254
O 9.368 11.08 24.457 0.162 0.219 0.131
O 1.714 1.115 28.459 -0.083 -0.229 -0.093
O 2.563 3.547 28.859 0.073 0.037 0.122
O 10.462 4.666 26.138 -0.109 0.067 -0.167
O 15.134 5.472 27.429 -0.055 -0.06 -0.038
O 11.716 9.217 27.462 -0.158 0.161 0.212
O 14.362 9.964 27.508 -0.007 0.114 -0.145
O 12.909 10.838 25.391 -0.108 0.099 -0.322
O 9.197 12.599 30.05 -0.013 -0.024 -0.041
O 0.648 15.417 27.358 0.004 0.007 0.126
O 0.649 1.437 26.127 0.176 0.066 0.08
O 7.197 5.368 32.65 -0.151 0.092 0.348
O 2.552 3.634 31.507 0.204 0.045 0.325
O 3.888 15.438 30.928 0.033 0.085 -0.122
O 3.999 1.419 32.02 0.025 0.055 0.286
O 14.901 6.992 0.188 -0.188 0.086 -0.105
O 15.191 5.599 31.74 0.08 -0.002 0.038
O 1.165 6.786 32.336 0.121 -0.068 0.074
O 4.474 7.676 28.692 -0.252 0.103 0
O 1.954 13.226 31.794 0.022 0.008 0.068
O 1.785 14.652 29.603 -0.01 -0.004 0.05
O 5.378 11.22 29.594 0.072 -0.097 0.002
O 1.5 8.294 30.251 0.007 0.017 0.089
O 3.361 5.312 25.216 -0.142 -0.203 -0.322
O 6.75 3.729 34.701 0.101 0.15 0.094
O 12.38 16.376 31.791 -0.007 0.239 0.039
O 9.815 0.52 32.031 -0.027 0.02 0.396
O 10.712 6.095 31.149 -0.07 -0.144 0.121
O 8.506 7.388 31.447 0.1 0.05 -0.042
O 8.397 2.3 29.963 -0.077 0.004 -0.111
O 5.313 4.81 27.021 -0.223 -0.198 0.166
O 5.865 13.608 32.855 0.206 -0.045 -0.225
O 4.313 11.567 31.984 -0.04 0.2 0.21
O 10.115 10.187 32.958 -0.134 -0.162 0.039
O 10.7 8.867 30.804 -0.207 0.073 0.263
O 0.322 2.929 30.212 0.134 -0.251 -0.068
O 15.682 12.691 31.988 -0.035 0.034 -0.063
O 14.437 3.364 29.086 -0.09 -0.153 -0.206
O 0.302 0.558 34.114 0.009 -0.044 -0.064
O 12.745 4.356 27.408 -0.276 -0.083 -0.232
O 12.706 4.541 31.767 0.145 -0.206 0.312
O 15.585 1.14 28.366 -0.137 -0.258 -0.153
O 13.597 5.781 29.55 -0.163 0.232 0.162
O 13.474 15.632 29.499 0.278 0.011 -0.184
O 11.863 14.594 27.55 0.166 0.162 0.175
O 12.365 11.791 27.758 0.159 0.042 -0.158
O 0.968 10.659 31.624 -0.244 0.227 0.153
Si 16.346 16.397 5.467 -0.062 -0.042 -0.05
Si 2.718 2.713 5.496 -0.004 0.011 -0.02
Si 16.318 5.504 5.468 0.014 0.012 0.016
Si 2.662 8.209 5.497 0.011 0.013 -0.023
Si 16.358 10.977 5.479 0.074 -0.007 -0.061
Si 2.643 13.724 5.502 0.05 0.014 -0.025
Si 5.4 0.031 5.466 0.019 -0.01 -0.017
Si 8.149 2.715 5.478 -0.029 -0.011 -0.083
Si 5.447 5.441 5.47 0.006 0.093 -0.062
Si 8.176 8.101 5.537 -0.064 -0.015 0.051
Si 5.373 10.937 5.618 -0.011 -0.059 0.089
Si 8.171 13.703 5.569 0.102 0.088 0.038
Si 10.91 16.4 5.494 0.009 -0.024 -0.065
Si 13.607 2.714 5.434 -0.029 0.01 0.001
Si 10.864 5.407 5.476 -0.006 -0.081 -0.023
Si 13.613 8.222 5.487 0.105 -0.072 0.024
Si 10.976 10.861 5.504 -0.117 0.005 0.054
Si 13.694 13.643 5.507 0.016 0.053 -0.051
Si 1.335 1.34 6.839 0.033 -0.016 -0.006
Si 4.092 4.072 6.854 0.015 -0.044 -0.006
Si 1.307 6.826 6.854 -0.027 0.045 0.021
Si 4.019 9.535 6.921 -0.01 0.052 0.027
Si 1.323 12.313 6.872 -0.025 -0.019 0.002
Si 4.052 15.055 6.857 -0.062 0.043 -0.044
Si 6.789 1.356 6.855 -0.031 0.031 -0.023
Si 9.525 4.049 6.867 0.033 0.025 -0.006
Si 6.797 6.767 6.895 0.019 0.021 0.009
Si 9.568 9.501 6.856 0.072 -0.06 -0.006
Si 6.805 12.3 6.908 -0.001 -0.05 -0.02
Si 9.563 15.049 6.899 -0.102 0 0.022
Si 12.28 1.353 6.851 0.028 -0.011 0.01
Si 14.974 4.087 6.812 -0.023 0.041 0
Si 12.251 6.8 6.824 -0.037 0.079 -0.035
Si 15.004 9.576 6.848 -0.071 0.008 -0.02
Si 12.318 12.26 6.863 0.034 -0.035 0.004
Si 15.025 15.024 6.873 -0.018 0.01 0.037
Si 16.357 2.717 8.183 -0.006 -0.018 -0.011
Si 2.692 16.394 8.237 0.041 -0.009 0.015
Si 16.357 8.192 8.223 0.054 -0.005 -0.009
Si 2.699 5.441 8.2 0.032 0.03 -0.011
Si 16.369 13.655 8.256 0.03 0.015 0.001
Si 2.671 10.928 8.254 -0.013 -0.052 0.017
Si 5.444 2.712 8.242 0.006 -0.008 0.007
Si 8.166 16.398 8.236 0.05 -0.006 0.012
Si 5.432 8.159 8.239 0.009 0.002 -0.001
Si 8.177 5.41 8.251 -0.028 -0.011 0.021
Si 5.42 13.672 8.233 0.021 -0.017 0.009
Si 8.193 10.888 8.213 -0.01 0.031 0.001
Si 10.909 2.698 8.229 -0.007 0 0.004
Si 13.64 16.38 8.225 0.004 -0.032 -0.006
Si 10.916 8.143 8.236 -0.024 -0.008 0.026
Si 13.619 5.438 8.2 0.019 -0.026 -0.013
Si 10.93 13.633 8.219 -0.016 0.002 -0.019
Si 13.652 10.902 8.254 0.016 0.007 0.01
Si 1.335 4.061 9.562 -0.007 -0.012 -0.005
Si 4.082 1.334 9.598 -0.038 0.018 -0.01
Si 1.323 9.538 9.609 -0.011 0.05 0.004
Si 4.075 6.782 9.593 -0.004 0.016 -0.01
Si 1.347 15.012 9.61 0.001 -0.023 -0.002
Si 4.076 12.278 9.601 0.004 0.011 -0.011
Si 6.823 4.05 9.622 0.01 0.004 -0.002
Si 9.553 1.331 9.605 -0.033 0.02 0.004
Si 6.828 9.521 9.589 -0.004 0.001 0.007
Si 9.557 6.776 9.607 -0.008 0.026 0
Si 6.812 15.011 9.598 -0.023 0.003 0.001
Si 9.561 12.252 9.58 -0.003 -0.028 0.006
Si 12.276 4.067 9.59 -0.007 0.02 0.002
Si 15.014 1.346 9.579 0.002 0.001 -0.005
Si 12.28 9.515 9.601 -0.007 -0.006 0.001
Si 14.997 6.795 9.569 -0.017 0.028 -0.011
Si 12.287 14.996 9.595 0.004 0 -0.006
Si 15.011 12.268 9.618 -0.026 -0.012 -0.006

Results
total energy: -115451.289 eV
total energy less fixed offsets of O -438.35, Si -107.03 eV per atom: 15.051 eV
